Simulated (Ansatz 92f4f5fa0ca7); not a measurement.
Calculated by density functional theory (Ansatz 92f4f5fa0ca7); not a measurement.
Periodic cell of 291 atoms, Si144O115H32, with a vacuum gap, from a study of silicon, its oxide and their interface. The atomic structure is a simulated model.

Settings: functional r2SCAN; potential files Ansatz PAW; basis plane waves; wave-function cutoff 800 eV; density cutoff ratio 5; exchange-correlation grid ratio 1; k mesh 1 x 1 x 1, shifted by 0.5 0.5 0 of a step; self-consistency stop 1e-11 eV per atom in the density residual; occupations fixed; spin none; net charge 0; applied field sawtooth along c, amplitude +0.015 V/angstrom in the program's sign convention, ramp centred at 0.9896 of c and 0.0208 of c wide, no dipole correction.

Cell vectors (angstrom)
a  10.88  0  0
b  0  10.88  0
c  0  0  48.0615

Atoms and the computed forces on them: element, x, y, z (angstrom), force x, y, z (eV/angstrom)
Si  9.0165  7.8242  31.7916  0.0062  0.003  0.0431
Si  9.9845  5.32  30.109  0.0073  0.0051  0.0647
Si  6.0109  12.7503  31.5766  0.002  -0.0014  0.049
Si  8.3373  3.3699  34.5558  0.0056  0.0061  0.0118
Si  13.1329  7.6445  28.4729  0.0041  0.0009  0.071
Si  7.3174  5.6739  32.9358  -0.0024  -0.0151  0.04
Si  4.3843  10.6387  21.0488  -0.0018  0.0016  0.0426
Si  11.4148  12.2361  29.6731  0.0032  0.0011  0.0487
Si  9.9318  9.4425  34.0762  -0.0091  0.0018  0.0251
Si  11.3525  11.4099  34.3144  0.0159  -0.0035  0.008
Si  12.1567  4.6946  32.0048  0.0026  -0.0015  0.042
Si  12.2193  6.6329  34.4631  -0.0071  -0.0008  0.018
Si  2.9211  8.4613  34.2534  0.0022  0.0069  0.0297
Si  6.7002  12.4495  34.5145  -0.014  0.0063  0.0214
Si  15.0453  15.0982  34.764  -0.0166  -0.0099  0.0095
Si  5.8668  5.8384  34.7264  0.0119  0.0141  0.0119
Si  7.5808  10.6193  35.6436  -0.0014  0.0325  -0.0077
Si  10.2533  13.1495  35.5478  -0.0192  0.0008  -0.0161
Si  7.5347  4.9332  36.0895  -0.0018  -0.0243  -0.0174
Si  10.5027  7.7292  35.6242  0.0186  0.0012  -0.0079
Si  13.0436  10.3469  35.5748  -0.005  -0.0152  -0.0166
Si  15.8792  13.2605  35.8821  0.0223  0.0082  -0.0179
Si  13.1788  15.9363  35.849  0.0067  0.0134  -0.0179
Si  4.8116  7.723  35.5829  -0.0144  0.0005  -0.0091
Si  6.2387  9.1226  36.8971  0.0065  -0.0135  0.0076
Si  9.0037  11.8322  37.0858  0.0122  -0.0008  -0.0087
Si  6.2526  3.5936  37.4339  -0.0127  0.0138  -0.0038
Si  9.0331  6.4446  37.0166  -0.0136  0.0092  0.017
Si  11.7584  9.0721  37.102  -0.0095  0.0107  -0.0058
Si  14.4093  11.7687  36.9434  -0.0067  0.0101  0.013
Si  11.6873  14.4868  36.9426  0.0011  -0.0185  0.0132
Si  14.4707  6.4505  37.1947  0.0048  -0.0168  -0.0001
Si  7.6149  7.7838  38.3399  -0.0104  0.0012  0.0397
Si  10.3719  10.4512  38.4229  0.0007  0.006  0.0138
Si  7.6956  2.2238  38.5696  -0.0021  0.0064  0.0099
Si  10.3807  5.0265  38.3369  0.0225  -0.0252  0.0218
Si  13.0923  7.7711  38.5049  -0.008  0.0037  0.0114
Si  4.9113  10.4506  38.3315  -0.0014  0.0106  0.0286
Si  13.0522  13.1408  38.3443  -0.0057  0.0055  0.032
Si  15.7623  15.9364  38.5879  0.0042  -0.0088  0.0023
Si  8.9698  9.1028  39.7584  0.0469  0.0189  0.1542
Si  11.7296  11.8169  39.7783  -0.02  0.0041  0.1556
Si  9.0548  3.686  39.7702  -0.0288  -0.0267  0.2029
Si  11.7188  6.3525  39.7534  0.0086  0.0183  0.199
Si  3.5959  9.1351  39.7791  -0.0158  -0.032  0.2208
Si  6.2511  11.7516  39.7819  0.0311  0.0297  0.2077
Si  14.3698  14.5088  39.7998  -0.0089  -0.0181  0.1593
Si  6.3182  6.4268  39.8096  -0.0083  -0.0039  0.1674
Si  7.6132  10.4421  41.1485  0.0137  -0.1406  0.3706
Si  10.3787  13.2094  41.1355  0.142  -0.1118  0.3058
Si  7.6755  5.0143  41.1262  0.0324  0.1868  0.3401
Si  10.3594  7.7159  41.0932  -0.1803  0.0471  0.2107
Si  13.1129  10.4685  41.1354  -0.0936  0.1265  0.3224
Si  4.9103  13.1451  41.1155  -0.1334  0.0649  0.2825
Si  13.0305  5.0077  41.1526  0.0602  -0.1383  0.3741
Si  4.9293  7.7757  41.1448  0.1452  -0.0145  0.3859
Si  5.423  12.2626  6.97  0.0212  -0.0187  -0.4277
Si  8.1246  15.014  6.902  0.1217  -0.0924  -0.3166
Si  5.4626  6.7662  6.899  -0.0908  0.0218  -0.2251
Si  8.2075  9.4918  6.9241  -0.0979  0.0034  -0.4035
Si  10.8937  12.2342  6.899  -0.0175  0.1423  -0.2278
Si  13.6162  14.9604  6.9609  -0.0108  0.0061  -0.2865
Si  10.8704  17.6871  6.9848  0.0764  -0.0302  -0.3151
Si  13.5731  9.5494  6.9001  0.0002  -0.03  -0.3411
Si  6.8348  10.8744  8.1927  0.0125  0.0123  -0.1527
Si  9.5271  13.6577  8.1749  0.0148  0.0164  -0.1708
Si  6.7927  16.3214  8.3648  -0.0196  0.0116  -0.2037
Si  9.5152  8.1416  8.3667  0.0107  0.0035  -0.1723
Si  12.2358  10.8946  8.3254  0.0137  0.0214  -0.2058
Si  4.0839  13.6264  8.3653  -0.0183  -0.008  -0.1716
Si  12.2445  16.3122  8.2895  -0.0262  -0.0169  -0.1439
Si  4.0544  8.1335  8.1601  -0.009  -0.0332  -0.1875
Si  8.1765  12.2963  9.474  0.0103  -0.0088  -0.0003
Si  10.8496  14.9633  9.6135  -0.0151  -0.0092  -0.0028
Si  8.1866  17.6399  9.7678  0.0096  -0.0015  -0.0465
Si  12.2421  8.0882  10.9916  0.0165  -0.0215  -0.0112
Si  2.6938  12.288  9.7148  0.0018  0.0053  -0.0234
Si  5.4406  14.9584  9.775  0.0054  -0.0106  -0.0428
Si  13.6215  17.6826  9.5791  0.0041  0.0081  -0.016
Si  5.4608  9.4663  9.4251  -0.006  0.0228  0.0012
Si  6.902  13.5399  11.0128  0.0315  -0.0295  -0.0147
Si  9.561  16.2329  11.1578  0.0331  -0.0256  -0.003
Si  7.7071  10.0613  12.009  -0.0047  -0.0108  0.0109
Si  13.4261  14.7955  14.4826  0.0082  0.002  0.0455
Si  1.2751  13.6677  11.085  -0.0267  0.0105  -0.0094
Si  4.0202  16.3573  11.0636  -0.0152  0.0238  -0.0071
Si  11.3657  17.2174  12.3622  -0.0013  0.0049  0.0244
Si  4.1884  10.8384  10.798  0.0281  -0.0184  -0.0097
Si  11.82  9.3806  19.8937  0.0056  0.0003  0.0545
Si  11.0447  8.018  14.9332  -0.0083  0.0068  0.0482
Si  6.7612  8.2166  10.9214  -0.0219  0.0263  -0.0174
Si  9.7107  8.2404  17.7821  0.0094  -0.0006  0.0529
Si  9.5005  11.017  10.8966  -0.0308  0.0288  -0.0122
Si  10.3796  12.6837  12.3247  0.0127  -0.0067  0.0241
Si  2.1724  15.4979  12.2882  0.0045  -0.0015  0.0087
Si  10.8807  9.5208  9.7002  -0.0171  0.0069  -0.0312
Si  12.3053  12.6567  32.5483  -0.0024  0.0019  0.0347
Si  5.561  8.7528  25.207  0.0136  0.0037  0.0473
Si  5.9361  11.698  12.1144  -0.0055  -0.0061  0.0276
Si  7.2476  8.6695  29.4449  -0.0013  -0.0062  0.0496
Si  7.7854  10.4944  16.7234  -0.0009  -0.0013  0.0377
Si  9.6212  14.8124  19.6192  0.0009  -0.0049  0.051
Si  8.9502  9.4658  27.0871  -0.0016  -0.002  0.0491
Si  8.6445  13.4912  29.955  0.0015  0.0003  0.0403
Si  7.0289  17.6621  14.722  0.004  0.0053  0.052
Si  10.0074  10.2755  22.2907  -0.0065  0.0056  0.0578
Si  7.7367  17.1307  19.2495  0.0062  -0.0089  0.0419
Si  4.9449  10.6478  29.6433  -0.0047  0.0054  0.0519
Si  5.1688  13.04  14.8234  -0.0046  0.0047  0.0465
Si  8.6259  9.3318  13.9796  0.0001  -0.0007  0.0386
Si  12.5117  16.023  19.5504  -0.0035  -0.0005  0.0439
Si  14.0576  12.8797  25.1544  0.0021  -0.0038  0.048
Si  10.8409  5.7483  27.3215  0.0048  0.002  0.0462
Si  11.7687  10.0193  27.4792  -0.0001  -0.0024  0.0479
Si  8.7407  12.8377  21.5767  0.0006  -0.0109  0.0878
Si  5.6106  6.3132  30.4676  0.0018  -0.0013  0.0442
Si  5.2072  11.2801  26.8088  0.0057  0.0031  0.0487
Si  3.1671  16.2418  17.0232  0.0047  -0.0012  0.0495
Si  5.89  5.7809  25.8261  -0.0026  0.0007  0.0459
Si  11.9602  10.9326  24.5125  0.006  0.0094  0.0658
Si  5.7608  13.4256  21.082  0.0069  0.0089  0.0558
Si  8.6309  14.4026  12.3819  -0.0028  0.0034  0.0084
Si  7.8876  14.6916  14.6367  -0.0038  0.0004  0.0396
Si  13.347  9.9002  14.897  0.0083  0.0005  0.0443
Si  4.7108  10.6514  16.5964  -0.0037  -0.0074  0.0403
Si  12.6556  14.3158  27.6172  -0.0053  0.0001  0.0491
Si  8.2336  13.8333  24.4735  -0.0103  0.0034  0.0521
Si  9.25  13.126  16.9235  -0.0023  0.0014  0.0586
Si  3.102  11.0999  19.1256  -0.002  0.0022  0.0353
Si  2.8518  7.3206  21.0698  0.0006  0.0023  0.0511
Si  3.0256  9.3032  12.0715  0.0005  0.0147  0.0254
Si  11.5558  12.3562  15.2113  0.0101  0.0112  0.0442
Si  5.7156  6.9683  17.3973  -0.0001  -0.0008  0.0502
Si  3.8051  14.3445  32.657  -0.0039  0.0034  0.0283
Si  3.7379  14.0756  18.9392  0.0145  -0.0042  0.0411
Si  5.1874  7.1097  12.2818  0.0032  -0.0064  0.0273
Si  5.608  7.9895  20.0951  -0.0086  -0.0007  0.04
Si  8.2223  8.5404  24.1189  -0.0022  -0.0073  0.0542
Si  8.7481  5.7756  25.1674  0.0047  0.0036  0.0425
Si  5.3503  3.7669  23.8256  -0.0069  0.0036  0.0692
Si  14.2602  8.2933  31.1107  0.0029  -0.0003  0.0473
Si  4.1287  5.3315  28.2141  -0.0019  0.0018  0.0493
Si  13.9364  9.0554  23.4001  -0.0025  -0.0061  0.0663
Si  8.014  12.4639  27.1608  0.0109  0.0063  0.054
O  10.029  8.8418  32.5477  -0.0045  -0.0084  -0.0157
O  11.5636  4.3726  26.8919  0.0007  0.0006  -0.0172
O  7.4119  12.991  30.8443  0.014  -0.0014  -0.0203
O  8.2337  4.3163  33.1688  -0.0012  0.01  -0.0201
O  11.8287  5.9392  32.9974  0.0015  -0.0091  -0.0242
O  13.8348  8.7389  32.6095  0.012  -0.0048  -0.0367
O  13.898  12.9121  32.8247  -0.0031  0.0066  -0.0125
O  5.445  5.3041  24.3333  -0.0011  -0.0148  -0.0295
O  8.3845  9.8424  34.4173  0.0094  -0.0129  -0.0103
O  4.0681  8.2178  12.7323  0.0045  -0.007  -0.0249
O  5.5017  8.1422  18.484  0.0079  -0.0043  -0.0309
O  10.2509  9.1928  14.1196  -0.003  -0.0009  -0.0171
O  12.5488  8.5349  15.2447  -0.0035  0.0012  -0.0153
O  12.2548  12.0631  31.0383  -0.0045  -0.0048  -0.0382
O  4.3821  11.1191  28.1971  0.0034  0.0041  -0.0345
O  6.2201  10.2082  16.9244  0.0011  0.0033  -0.0184
O  13.5041  14.7942  19.8595  0.0054  -0.0018  -0.0194
O  12.7168  16.9941  20.8137  -0.0035  -0.0057  -0.0276
O  3.632  6.8777  28.1228  0.0007  -0.0023  -0.0146
O  8.2911  13.4817  28.3782  -0.0048  -0.0103  -0.0373
O  9.1899  11.307  21.3544  0.0001  0.0106  -0.0217
O  12.9448  12.1821  24.2092  -0.0035  -0.0074  -0.0281
O  7.7253  16.2518  15.0218  -0.0018  -0.0055  -0.0237
O  5.4737  14.5388  22.2219  0.0027  -0.0172  -0.043
O  8.7024  11.0271  27.4254  0.0034  -0.0002  -0.0154
O  4.7894  12.22  16.1644  0.0097  0.0164  -0.0345
O  11.0886  9.5624  21.3237  0.0134  -0.0085  -0.0339
O  6.5815  16.7044  18.1734  -0.0022  0.0009  -0.0242
O  10.3095  7.7441  16.3556  0.0097  0.0027  -0.0388
O  3.1445  12.6325  18.6514  0.005  0.002  -0.0167
O  6.692  5.649  31.4431  -0.0109  0.0016  -0.0329
O  7.0191  7.214  20.3658  0.0047  -0.0074  -0.0222
O  13.4212  16.0148  15.5599  -0.0051  -0.0141  -0.0374
O  6.2766  11.9905  32.9822  -0.011  0.0061  -0.0344
O  3.9515  14.0126  24.3154  0.0125  0.0028  -0.0275
O  13.0594  7.8082  30.1063  -0.0099  -0.0018  -0.0184
O  6.306  7.3727  29.4729  0.0063  0.0047  -0.0078
O  8.6681  13.0312  23.1642  0.0052  -0.0053  -0.0353
O  10.707  12.1151  13.8435  -0.0112  0.0032  -0.0226
O  4.9986  4.982  26.9029  0.0105  -0.0016  -0.0288
O  3.7869  10.3333  17.8782  0.0127  -0.0038  -0.0384
O  4.3832  7.0471  20.6181  0.0086  0.0027  -0.0259
O  13.7001  7.655  22.6426  -0.0022  -0.0049  -0.0412
O  9.8099  5.5036  28.526  0.0092  0.0058  -0.0205
O  5.0138  5.1435  29.5438  -0.0137  0  -0.0336
O  5.3977  11.9594  13.6435  0.0109  -0.0048  -0.0165
O  8.3852  15.8205  19.9132  0.0007  0.0041  -0.0125
O  5.2186  14.1269  31.8946  0.004  0.0041  -0.0157
O  8.9839  4.3857  24.3843  -0.0006  -0.0116  -0.0145
O  12.302  13.7703  15.0308  0.0013  -0.0006  -0.0248
O  10.624  12.3723  16.5318  0.0072  0  -0.0253
O  8.1228  10.3134  15.1578  0.0069  -0.0077  -0.0285
O  5.8302  17.4069  13.667  -0.0058  -0.0044  -0.0345
O  11.7572  10.9142  26.1247  0.0085  0.0038  -0.0365
O  8.1208  7.7885  14.1203  0.0023  0.0054  -0.0151
O  8.6966  9.4859  17.5922  -0.0096  0.0137  -0.0226
O  3.9806  14.0505  14.4457  -0.0041  -0.0094  -0.0217
O  11.9345  6.7683  27.8819  -0.0044  0.0016  -0.0097
O  3.8871  14.8846  17.5518  0.0037  0.0045  -0.0235
O  13.7531  4.4903  31.789  -0.004  0.0032  -0.0209
O  13.1841  8.5404  20.158  -0.0067  0.006  -0.0177
O  10.886  8.6651  18.8034  -0.0138  -0.0028  -0.0298
O  6.6141  13.8941  24.4992  -0.0109  -0.0046  -0.022
O  7.3283  13.1507  20.8725  -0.0026  -0.0007  -0.0173
O  8.9041  7.0272  18.4558  0.0025  0.0136  -0.0202
O  6.6391  8.8585  24.0006  -0.0001  0.0017  -0.0161
O  13.293  10.1653  13.3079  0.0015  0.0015  -0.0213
O  12.5711  9.4985  24.108  0.0095  -0.0078  -0.0199
O  13.7729  4.329  28.3441  -0.0023  -0.0021  -0.0207
O  8.0892  12.0235  17.1425  0.0038  -0.0019  -0.0191
O  6.5031  13.9224  14.9707  -0.0078  0.0021  -0.0192
O  4.0008  9.8017  15.4079  -0.0086  -0.0096  -0.029
O  8.0973  8.729  30.8206  -0.0145  0  -0.0237
O  6.5261  7.4613  16.0961  0.0109  -0.0054  -0.0348
O  13.0673  9.0704  27.694  -0.0014  0.0078  -0.018
O  8.4457  6.9428  24.1009  -0.0022  0.0087  -0.0215
O  13.3549  13.4409  26.4795  0.0072  -0.0163  -0.0328
O  5.4975  9.4611  20.7583  0.0047  -0.0088  -0.0113
O  5.6696  7.3544  25.9744  0.0009  0.0095  -0.0195
O  9.3659  13.9718  18.2766  -0.0075  -0.0223  -0.0481
O  11.5966  14.1542  32.6052  -0.0003  0.0057  -0.0179
O  14.3914  10.1785  22.3364  0.0192  0.006  -0.0483
O  9.007  9.1609  22.8733  0.0067  0.0087  -0.0331
O  11.0877  17.5964  13.9589  -0.0024  -0.0074  -0.0249
O  9.8887  12.4753  30.1448  0.0003  -0.0019  -0.0177
O  10.6629  11.0648  23.5577  -0.01  -0.0005  -0.0357
O  12.3936  10.7703  19.3036  0.0069  0.0062  -0.0166
O  4.2866  17.3696  16.8775  0.0006  -0.0068  -0.0149
O  8.2407  7.0274  32.9792  0.006  0.009  -0.0193
O  12.9437  16.6886  18.1268  0.0174  0.0048  -0.0294
O  9.0146  4.0907  30.4702  -0.0014  -0.0043  -0.008
O  11.9249  13.4586  28.7597  0.0088  0.0076  -0.0224
O  11.4975  4.9524  30.5576  -0.0063  0.0061  -0.0308
O  4.1071  8.8867  24.5843  -0.0187  -0.0016  -0.028
O  6.4213  10.0494  29.3956  0.0055  0.0036  -0.0092
O  10.9701  15.6518  19.4489  0.007  0.0035  -0.0192
O  6.4139  12.3221  27.0248  0.0038  -0.005  -0.0163
O  5.1572  13.9751  19.6937  -0.0129  -0.0022  -0.0249
O  8.9755  14.1096  15.6757  -0.0093  0.0073  -0.0388
O  5.8377  9.8749  26.3298  -0.0099  -0.0095  -0.022
O  10.0182  6.2543  26.0362  -0.0152  0.0006  -0.0284
O  9.8057  13.8321  20.8877  0.0031  0.0101  -0.0352
O  7.4572  5.5023  26.1142  0.0008  0.0007  -0.0181
O  4.4658  7.1002  31.3058  0.0038  -0.0047  -0.0131
O  5.0368  11.9061  30.6236  -0.0015  -0.0159  -0.019
O  8.6736  13.0601  25.8134  -0.0012  0.0053  -0.0341
O  12.6195  11.1879  15.5381  -0.0099  0.0088  -0.0172
O  4.2336  11.7606  25.6295  -0.006  0.0085  -0.0201
O  8.6996  9.1671  25.5282  -0.0027  -0.0075  -0.0369
O  10.475  9.0705  27.4024  -0.0024  -0.0024  -0.0116
O  4.0178  9.5479  30.3354  0.0016  0.0093  -0.015
O  9.672  6.7039  30.8514  0.0037  -0.0063  -0.0245
O  8.0868  8.5451  28.0811  0.0087  0.0068  -0.0281
O  5.1049  12.015  21.5174  -0.0053  -0.0048  -0.0184
O  11.6176  10.9149  28.7993  -0.0016  -0.011  -0.029
H  6.7846  9.6272  42.0809  0.4791  0.2873  -0.2155
H  8.4134  11.285  42.0809  -0.2241  -0.1958  -0.3106
H  9.5362  12.4088  42.068  0.2037  0.2211  -0.307
H  11.2012  14.0305  42.068  -0.3335  -0.4693  -0.2317
H  6.8607  4.1855  42.0587  0.2134  0.2459  -0.3109
H  8.5102  5.8229  42.0587  -0.3483  -0.3649  -0.1989
H  11.1825  8.5364  42.0257  -0.2385  -0.2288  -0.3103
H  9.5564  6.8758  42.0257  0.3063  0.3878  -0.2408
H  13.9347  11.2904  42.0678  -0.4202  -0.3409  -0.2245
H  12.2922  9.6457  42.0678  0.2648  0.2096  -0.2774
H  5.7438  13.9549  42.0479  -0.2479  -0.2145  -0.3073
H  4.0882  12.3236  42.0479  0.3907  0.3737  -0.2288
H  12.2176  4.177  42.0851  0.3163  0.4914  -0.2123
H  13.8491  5.8326  42.0851  -0.1705  -0.2368  -0.3119
H  5.7497  8.599  42.0773  -0.4262  -0.3524  -0.2092
H  4.1012  6.9603  42.0773  0.2188  0.1919  -0.3152
H  6.2516  13.0775  6.0375  -0.3834  -0.2032  0.2545
H  4.6027  11.4393  6.0375  0.2179  0.3908  0.2613
H  7.3244  14.1711  5.9696  0.2068  0.3612  0.2573
H  8.9671  15.8145  5.9696  -0.4907  -0.1393  0.218
H  4.629  5.9564  5.9666  0.482  0.169  0.2154
H  6.2774  7.595  5.9666  -0.2024  -0.335  0.2795
H  7.3728  8.6831  5.9916  0.3516  0.2111  0.26
H  9.0105  10.3319  5.9916  -0.1463  -0.4753  0.2602
H  11.7144  13.0571  5.9666  -0.2026  -0.3964  0.2254
H  10.0706  11.4137  5.9666  0.3314  0.2899  0.2685
H  12.7945  14.1386  6.0285  0.3576  0.2187  0.2873
H  14.4383  15.7819  6.0285  -0.3206  -0.3188  0.2804
H  10.0479  16.866  6.0524  0.2896  0.3358  0.2779
H  11.6832  18.5178  6.0524  -0.3182  -0.268  0.2782
H  12.7545  8.7244  5.9677  0.1725  0.4137  0.2251
H  14.4012  10.3648  5.9677  -0.3363  -0.256  0.2476

Results
free energy: -158207.286 eV
free energy less fixed offsets of H -15.71, O -570.45, Si -639.56 eV per atom: -6.176 eV

The program warned: the cutoff lies below the one the program advises for these potential files; the forces do not sum to zero within the program's tolerance; empty levels may hold ghost states of the PAW files; the exchange-correlation potential is rough where the density is thin.
